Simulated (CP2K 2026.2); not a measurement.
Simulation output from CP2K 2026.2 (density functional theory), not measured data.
Periodic cell of 442 atoms, Si320O122, from a study of silicon, its oxide and their interface. The atomic structure is a simulated model.
Doubt: the forces sum to 0.60 eV/angstrom along one axis rather than to zero, so they err by at least 0.0014 eV/angstrom per atom on average; the grid cutoff is modest.

Settings: functional PBE; method Gaussian and plane waves; basis set DZVP-MOLOPT-SR-GTH; pseudopotentials GTH-PBE; grid cutoff 350 Ry, relative cutoff 50 Ry; k points Gamma only; occupations fixed; spin none; net charge 0.

Cell vectors (angstrom)
a 15.3866 0 0
b 0 15.3866 0
c -2.1479 6.7218 33.8411

Atoms: element, x, y, z (angstrom)
Si 13.3143 19.8055 29.2119
Si 13.1571 8.9952 29.1457
Si 13.2554 12.1104 29.1507
Si 13.2981 16.7111 29.203
Si 1.359 20.6077 28.754
Si 1.6992 8.3271 28.9549
Si 1.578 12.8647 29.0214
Si 1.5963 16.0171 29.063
Si 5.7842 20.4735 29.1795
Si 5.5828 8.2185 29.1268
Si 5.5215 12.9131 29.0421
Si 5.5717 16.0702 29.0668
Si 9.5666 19.3329 29.0289
Si 9.4364 9.1628 29.0694
Si 9.3203 12.2885 29.1436
Si 9.4214 16.8625 29.1216
Si -0.1798 20.2033 30.4732
Si -0.2078 8.6725 30.324
Si -0.2335 12.4949 30.4648
Si -0.1993 16.3488 30.5193
Si 3.8899 20.1765 30.526
Si 3.6098 8.5281 30.3591
Si 3.5656 12.5261 30.298
Si 3.598 16.3333 30.3282
Si 7.736 20.1331 30.3513
Si 7.5218 8.6769 30.3704
Si 7.3996 12.5063 30.428
Si 7.4988 16.3928 30.3962
Si 11.3333 20.0893 30.4057
Si 11.2741 8.7464 30.4805
Si 11.2994 12.4992 30.4067
Si 11.3239 16.396 30.4378
Si -0.2143 6.775 31.7527
Si -0.1635 10.5492 31.7683
Si -0.2615 14.4106 31.8333
Si -0.0808 18.2841 31.8314
Si 3.669 6.7141 31.8468
Si 3.6157 10.5474 31.6376
Si 3.6081 14.4191 31.734
Si 3.6912 18.212 31.7739
Si 7.6332 6.7169 31.7032
Si 7.4277 10.5736 31.7732
Si 7.5089 14.4485 31.7558
Si 7.5103 18.2795 31.7942
Si 11.3087 6.7142 31.6974
Si 11.3023 10.6315 31.8557
Si 11.3337 14.4346 31.7439
Si 11.3785 18.2581 31.8709
Si 13.2394 6.7396 33.0881
Si 13.2792 10.5836 33.1342
Si 13.2164 14.4295 33.1677
Si -2.0494 18.2798 33.1637
Si 1.71 6.7312 33.1434
Si 1.7559 10.5554 33.1065
Si 1.7095 14.4147 33.1342
Si 1.8067 18.2636 33.1849
Si 5.6631 6.7152 33.0911
Si 5.5038 10.5603 33.0916
Si 5.557 14.4316 33.0933
Si 5.5961 18.2533 33.1505
Si 9.4608 6.7318 33.1495
Si 9.3586 10.5979 33.1572
Si 9.4204 14.4257 33.1275
Si 9.4255 18.2587 33.1751
Si 0.0389 13.4314 11.5528
Si 0.0464 17.3236 11.5405
Si 0.0409 5.7878 11.5517
Si 0.0444 9.6323 11.5673
Si 3.8668 13.446 11.5575
Si 3.881 17.3276 11.5393
Si 3.8929 5.7683 11.5412
Si 3.8664 9.64 11.5464
Si 7.7386 13.4481 11.557
Si 7.7162 17.3266 11.5444
Si 7.739 5.7712 11.5747
Si 7.7159 9.6295 11.5484
Si 11.5739 13.4277 11.5611
Si 11.5661 17.3323 11.5089
Si 11.5803 5.793 11.5668
Si 11.5676 9.6298 11.5291
Si 1.947 13.4525 12.931
Si 1.9713 17.35 12.913
Si 1.9734 5.7368 12.8997
Si 1.9667 9.6321 12.9385
Si 5.8013 13.4019 12.8987
Si 5.7934 17.3092 12.9048
Si 5.8031 5.7945 12.917
Si 5.7822 9.6731 12.9055
Si 9.6574 13.4783 12.9349
Si 9.6531 17.3708 12.8784
Si 9.6667 5.7419 12.9517
Si 9.6507 9.589 12.8841
Si 13.5078 13.3515 12.9182
Si 13.4834 17.3135 12.8481
Si 13.5116 5.8582 12.921
Si 13.4829 9.6664 12.8996
Si 1.9656 15.4176 14.2367
Si 1.9748 3.8567 14.3327
Si 1.9911 7.6539 14.2302
Si 1.9357 11.549 14.3394
Si 5.8033 15.3274 14.2019
Si 5.8015 3.8576 14.2607
Si 5.8031 7.7632 14.2396
Si 5.7561 11.5386 14.3607
Si 9.6734 15.4812 14.2314
Si 9.6687 3.8283 14.3566
Si 9.6614 7.6751 14.2773
Si 9.6314 11.4994 14.2334
Si 13.4788 15.327 14.1252
Si 13.4993 3.8812 14.1674
Si 13.5049 7.8192 14.3069
Si 13.5177 11.4688 14.4132
Si -0.0232 15.3894 15.4879
Si -0.0264 3.8504 15.5882
Si 0.1025 7.8 15.6071
Si 0.0828 11.4352 15.8311
Si 3.9029 15.2959 15.5781
Si 3.9207 3.8398 15.6896
Si 3.9002 7.7313 15.6153
Si 3.8273 11.5449 15.7705
Si 7.7219 15.432 15.5428
Si 7.6993 3.8696 15.6774
Si 7.7149 7.7282 15.5981
Si 7.7312 11.4833 15.6299
Si 11.6319 15.4419 15.5529
Si 11.6675 3.8593 15.6422
Si 11.5593 7.7361 15.6816
Si 11.4984 11.4882 15.6666
Si 0.2175 13.5361 16.9064
Si -0.5092 17.2719 16.8003
Si -0.3573 5.8466 16.7943
Si 0.9124 9.5079 17.1087
Si 3.4113 13.5009 17.0721
Si 4.2014 17.1957 16.8791
Si 4.2938 5.8286 16.9243
Si 3.4236 9.5799 17.0222
Si 8.0397 13.4784 16.7774
Si 7.323 17.3043 16.9281
Si 7.4143 5.8469 16.9453
Si 7.9553 9.5801 17.0266
Si 11.1618 13.5041 16.8227
Si 12.3818 17.3315 16.8007
Si 11.9203 5.7927 16.9739
Si 11.1156 9.6037 17.0706
Si 13.3026 14.138 18.9909
Si 8.5391 19.0029 21.0403
Si 10.1419 5.3866 26.2257
Si 1.9634 5.3151 18.7099
Si 6.1784 19.4405 24.5205
Si 11.8949 16.8292 18.9811
Si 9.6434 5.7973 19.2107
Si 1.8658 18.2956 26.9504
Si 3.5439 15.311 23.0229
Si 9.193 18.9737 24.0844
Si 12.3582 9.5865 19.0834
Si 12.8771 14.5016 24.2389
Si 12.7684 12.014 20.8957
Si 1.5639 14.1172 21.2477
Si 0.8865 9.605 24.099
Si 0.1449 11.2835 21.5495
Si 1.83 17.6607 18.7282
Si 0.0256 9.0909 19.2766
Si 5.6649 9.4148 19.3185
Si -0.5021 15.9961 22.4262
Si 10.5753 16.3701 23.4449
Si 4.9502 11.6792 26.1864
Si 5.6037 12.0262 21.0253
Si 3.1055 17.7738 21.4454
Si 1.826 17.3497 24.0171
Si 3.9261 13.853 19.357
Si 13.2915 5.6328 21.9745
Si 12.9645 6.6281 27.0391
Si 5.7613 13.3323 23.7299
Si 1.9562 10.7023 26.7982
Si 11.0116 8.9857 23.924
Si 2.6007 7.4275 22.9553
Si 0.6531 6.4402 20.9787
Si 12.5927 17.9757 21.5894
Si 12.9404 14.4177 27.1163
Si 5.5315 19.5732 21.4448
Si 5.0385 7.2772 21.4268
Si 8.882 14.0346 24.0086
Si 13.8158 7.5538 24.3893
Si 5.0854 6.8781 24.2613
Si 6.785 14.1615 19.4846
Si 11.1114 12.0937 23.2951
Si 10.9591 7.6348 21.145
Si 6.0084 9.0164 26.2052
Si 9.0226 8.0526 26.204
Si 8.8726 16.504 19.5211
Si 5.0276 18.3237 27.0568
Si 9.7446 14.5765 27.0265
Si 0.0426 13.4953 0.6481
Si 0.015 1.9302 0.6374
Si 0.0234 5.774 0.666
Si 0.0394 9.6324 0.6766
Si 3.8902 13.4803 0.6715
Si 3.8879 1.9286 0.6539
Si 3.8819 5.7606 0.6364
Si 3.8899 9.6059 0.6717
Si 7.7393 13.4746 0.6429
Si 7.7352 1.919 0.6238
Si 7.7001 5.774 0.6112
Si 7.731 9.6046 0.6563
Si 11.576 13.4728 0.6675
Si 11.5686 1.9409 0.6579
Si 11.5455 5.7922 0.6663
Si 11.5732 9.6108 0.6718
Si 1.9594 13.4774 2.0195
Si 1.949 1.9291 1.9989
Si 1.9591 5.7724 2.0091
Si 1.9643 9.6161 2.028
Si 5.8196 13.4901 2.0165
Si 5.8166 1.914 2.0049
Si 5.7993 5.7734 2.0041
Si 5.8131 9.6125 2.0242
Si 9.6508 13.4699 2.0217
Si 9.6426 1.9353 2.0121
Si 9.6157 5.779 2.0062
Si 9.6478 9.6076 2.0248
Si 13.5057 13.4749 2.0172
Si 13.4925 1.941 2.0178
Si 13.4814 5.7671 2.0192
Si 13.4978 9.6291 2.0285
Si 1.9621 15.4011 3.3767
Si 1.9512 3.8478 3.3708
Si 1.9637 7.6911 3.3798
Si 1.9574 11.5484 3.3778
Si 5.8106 15.399 3.3889
Si 5.8087 3.8449 3.3645
Si 5.805 7.6889 3.3787
Si 5.8092 11.5515 3.3671
Si 9.647 15.3972 3.3769
Si 9.6431 3.8568 3.3752
Si 9.6392 7.6903 3.3838
Si 9.6505 11.5413 3.3778
Si 13.4969 15.3999 3.3756
Si 13.4902 3.8535 3.3896
Si 13.4973 7.6955 3.375
Si 13.4982 11.5537 3.3841
Si 0.0352 15.3976 4.7362
Si 0.0336 3.8517 4.7428
Si 0.0349 7.6949 4.734
Si 0.0359 11.5471 4.7421
Si 3.882 15.3975 4.7421
Si 3.8813 3.8455 4.7293
Si 3.8843 7.6948 4.74
Si 3.8864 11.5497 4.7333
Si 7.7321 15.3968 4.747
Si 7.7234 3.8492 4.7416
Si 7.7214 7.6949 4.7445
Si 7.7258 11.5463 4.738
Si 11.573 15.3967 4.7378
Si 11.5646 3.8535 4.7457
Si 11.5724 7.6927 4.7347
Si 11.5727 11.5479 4.7423
Si 0.0341 13.4739 6.0987
Si 0.0346 1.9277 6.1066
Si 0.0364 5.7775 6.0999
Si 0.033 9.6182 6.096
Si 3.8834 13.4708 6.0994
Si 3.8806 1.9305 6.1071
Si 3.88 5.7698 6.0958
Si 3.888 9.6228 6.0948
Si 7.7255 13.4698 6.1001
Si 7.7317 1.9291 6.1118
Si 7.7241 5.7737 6.1029
Si 7.7207 9.6213 6.0986
Si 11.5753 13.4734 6.1019
Si 11.5699 1.9279 6.1081
Si 11.5719 5.7783 6.1064
Si 11.5746 9.617 6.0957
Si 1.9578 13.4726 7.4577
Si 1.9565 1.9269 7.4727
Si 1.959 5.7772 7.4615
Si 1.9613 9.6181 7.4492
Si 5.8043 13.4704 7.4654
Si 5.8055 1.9238 7.4692
Si 5.8001 5.778 7.4605
Si 5.8045 9.6205 7.4688
Si 9.6484 13.473 7.4578
Si 9.6529 1.9278 7.4803
Si 9.6457 5.7801 7.4655
Si 9.6475 9.6147 7.4516
Si 13.5 13.4704 7.4655
Si 13.4964 1.925 7.4686
Si 13.5016 5.7813 7.4612
Si 13.497 9.6174 7.4612
Si 1.956 15.3847 8.8351
Si 1.9558 3.858 8.8258
Si 1.9618 7.7037 8.8219
Si 1.9573 11.5412 8.8042
Si 5.8013 15.3879 8.8375
Si 5.8088 3.8554 8.8162
Si 5.8015 7.6953 8.8329
Si 5.8062 11.547 8.8267
Si 9.6493 15.3823 8.8382
Si 9.6512 3.8623 8.8308
Si 9.6423 7.7034 8.8294
Si 9.6468 11.5407 8.8005
Si 13.4989 15.3886 8.8374
Si 13.5014 3.8581 8.8166
Si 13.503 7.6989 8.8324
Si 13.4986 11.5414 8.8216
Si 0.0357 15.3781 10.2052
Si 0.0305 3.8622 10.1854
Si 0.0461 7.7108 10.1942
Si 0.0445 11.5314 10.1736
Si 3.8766 15.3835 10.2036
Si 3.8892 3.8549 10.172
Si 3.8768 7.704 10.1951
Si 3.8712 11.546 10.1711
Si 7.7247 15.3847 10.2031
Si 7.7224 3.8628 10.1876
Si 7.7221 7.6942 10.2019
Si 7.7404 11.5416 10.1762
Si 11.5744 15.3716 10.2017
Si 11.5837 3.8783 10.1784
Si 11.5705 7.6992 10.1843
Si 11.5592 11.5407 10.1626
O 2.8053 20.1629 29.3011
O 4.2849 9.551 18.4525
O 2.5294 14.4266 19.9702
O 1.9404 17.6339 20.3309
O 9.5866 8.3068 27.698
O 12.2108 18.0421 20.0152
O 13.5048 5.8317 17.4205
O 9.5175 9.5782 17.5535
O 1.7816 13.5475 17.3497
O 3.1312 16.9193 18.1005
O 5.7551 17.2479 17.4412
O 3.3562 5.9849 18.2601
O 5.8496 5.8292 17.4494
O 6.9303 9.5012 18.3013
O 2.9287 16.1662 24.2615
O 5.3738 18.4411 25.4912
O -0.6969 13.7879 18.2421
O 9.462 4.3859 19.9663
O 12.0639 13.5354 18.1609
O 12.2256 13.0464 23.9787
O -1.3812 6.8865 25.8432
O 5.0926 5.6968 21.1424
O 13.2787 13.4702 20.4461
O 5.1248 12.8936 25.1471
O 5.064 8.0003 25.4023
O 8.3654 6.0281 18.2547
O 11.3752 12.1106 21.6959
O 11.5097 6.2048 26.477
O 0.3162 10.3655 20.2311
O 1.2312 6.7239 22.4662
O 11.5512 8.8364 20.2581
O 9.942 8.7514 25.0955
O 9.7244 17.4626 24.2683
O 9.6481 12.6529 23.6639
O 6.8389 12.9885 20.5917
O 3.4418 18.3915 27.2241
O 2.4797 14.1645 22.591
O 13.9606 17.1471 21.7842
O -0.3921 8.6162 24.109
O 1.9687 3.7953 18.2119
O -0.7813 5.6988 21.0274
O 1.0434 10.4088 25.4947
O 4.975 14.6757 23.3188
O 9.7531 19.8268 27.4745
O 5.7048 19.1807 23.0036
O 12.0782 6.4903 21.3525
O 7.9705 15.1972 19.766
O 12.9052 8.0046 27.8799
O 3.435 11.1376 26.3206
O 0.4332 16.6873 23.5459
O 5.5081 12.1045 27.6384
O 13.8235 8.8913 18.9578
O 5.8223 10.5354 20.4761
O 5.8625 10.4933 25.5972
O 2.2186 8.728 23.8282
O 10.2542 19.9162 24.8608
O 13.9379 11.4153 21.8405
O 9.5929 13.5244 17.3186
O 9.3845 16.0135 27.6978
O 12.5822 11.115 19.5688
O 1.5873 14.4474 28.5549
O 13.6221 14.4632 25.6632
O 0.6794 6.0137 18.0368
O 8.7514 17.4188 20.8397
O 9.0405 19.3943 22.5268
O 3.5025 7.7934 21.6413
O 7.0002 13.4744 18.0356
O 9.1694 13.3373 27.9005
O 13.4117 15.7266 27.9189
O 5.5329 9.0807 27.7487
O 13.5031 20.7976 27.9374
O 9.1212 14.4894 25.5468
O 13.2291 10.5535 28.6143
O 12.4225 8.3502 24.3403
O 13.3257 18.2591 28.6512
O 1.443 6.8095 28.3506
O 11.3393 14.4069 26.9881
O 1.1208 19.6485 27.4573
O 5.7122 19.5601 27.8354
O 11.0042 5.7714 18.3282
O 5.7022 6.6462 28.6724
O 13.4003 13.0587 27.841
O 5.6047 14.4959 28.6241
O 13.7435 6.3144 23.3619
O 7.5388 8.6066 26.0749
O 10.4932 8.2715 22.5572
O 9.3742 10.7379 28.5918
O 1.3839 11.9322 27.6899
O 0.5479 7.821 20.1415
O 1.5721 18.1573 25.3751
O 8.9625 6.4591 25.9932
O -1.4355 14.8651 23.1047
O 3.7307 16.3224 21.7749
O 0.8624 12.6754 21.1884
O 0.776 10.6554 22.883
O 0.4211 15.2673 21.3127
O 6.9769 19.3315 20.7596
O 3.5441 6.4841 23.8895
O 4.25 12.5482 20.2908
O 0.3915 17.1235 18.205
O 8.295 17.3094 18.2386
O 11.7249 15.6427 24.3204
O 11.2231 10.5714 23.7789
O 1.7505 5.4607 20.294
O 5.8688 5.6034 24.8486
O 10.4316 16.1547 19.2635
O 9.5059 15.2008 23.0381
O 13.0641 15.7125 19.2186
O 7.7401 19.132 24.7574
O 5.6869 8.0287 20.1611
O 9.7266 6.9704 20.3279
O 11.3563 17.1756 22.2771
O 5.7668 7.4639 22.8868
O 12.7986 19.483 22.1492
O 4.3114 18.6809 20.8688
O 5.5849 16.9394 27.6832
O 2.4128 18.3058 22.8244
O 5.2757 14.7963 19.4976
O 7.3153 13.7501 23.8028
O 1.9377 9.3569 27.7097
O 5.5123 12.1446 22.637
O 1.3642 16.9841 27.7651

Results
total energy: -87726.052 eV
total energy less fixed offsets of O -438.35, Si -107.03 eV per atom: 2.248 eV

Forces (eV/angstrom), in the order of the atoms: element, x, y, z
Si -0.1113 0.1541 0.7921
Si 0.1072 -0.1575 0.7603
Si -0.1207 0.1692 0.7954
Si -0.1163 -0.1798 0.8041
Si -0.4508 0.0218 0.4181
Si -0.029 0.143 0.7683
Si 0.1312 -0.2002 0.7535
Si 0.158 0.2027 0.7331
Si 0.0042 -0.1774 0.7807
Si 0.0072 0.2086 0.756
Si -0.0667 -0.2427 0.7841
Si -0.0366 0.2169 0.7649
Si -0.0764 -0.154 0.7084
Si -0.1069 -0.2004 0.759
Si 0.102 0.1402 0.6904
Si 0.0173 0.2779 0.5073
Si -0.0042 0.002 -0.0536
Si 0.0126 0.0007 -0.0279
Si -0.0183 0.0087 -0.0228
Si -0.022 -0.0085 -0.0106
Si 0.4705 0.0408 0.4491
Si -0.0191 0.0274 -0.0541
Si -0.0044 0.0148 -0.0719
Si -0.0289 -0.0265 -0.0418
Si 0.0719 0.0021 -0.0054
Si -0.0096 -0.0116 -0.0168
Si -0.0108 0.0194 -0.016
Si 0.001 -0.0239 0.0166
Si -0.0356 0.0314 -0.0863
Si 0.0076 0.0073 -0.0526
Si 0.0053 -0.0065 -0.0353
Si -0.0182 0.027 -0.0472
Si -0.0076 0.0127 0.03
Si 0.0064 0.0073 0.0322
Si -0.0197 -0.0036 0.0349
Si -0.0123 -0.0154 0.0241
Si 0.0246 -0.0466 0.0128
Si 0.0025 0.0026 0.0049
Si 0.0011 -0.0048 0.0437
Si 0.0285 0.0114 -0.0107
Si -0.0488 0.0217 0.0561
Si -0.0087 -0.0074 0.0206
Si -0.0082 -0.0124 0.0116
Si -0.0238 0.0056 0.0011
Si 0.0537 0.0047 0.0201
Si 0.0043 0.0011 0.0507
Si 0.0066 -0.0183 0.018
Si 0.017 -0.0015 0.0478
Si 0.0036 0.0023 0.0061
Si -0.0111 0.0181 -0.0132
Si 0.0259 -0.0091 0.0101
Si 0.0121 -0.0056 -0.0097
Si -0.0027 -0.0244 -0.0136
Si -0.0064 -0.0024 -0.0149
Si 0.0147 0.0054 -0.0238
Si -0.0012 -0.0032 0.0007
Si 0.0397 0.0071 -0.0111
Si 0.0082 -0.0031 -0.0112
Si -0.0201 -0.014 -0.0348
Si 0.0091 -0.0057 0.0353
Si -0.0177 0.0016 0.0014
Si 0.0045 0.0013 -0.014
Si -0.0132 -0.0088 -0.0111
Si 0.026 0.021 -0.0235
Si -0.0131 0.0011 -0.0072
Si 0.0107 -0.0045 0.0018
Si 0.0091 0.0098 -0.0074
Si -0.0152 -0.0086 -0.0151
Si 0.0095 -0.0092 -0.0112
Si -0.0076 0.0058 -0.005
Si -0.0114 0.0095 -0.0098
Si 0.009 -0.0086 -0.0198
Si -0.0018 0.01 -0.0042
Si 0.0044 0.0026 -0.0091
Si 0.0088 -0.0076 -0.0064
Si -0.0165 -0.0019 -0.015
Si 0.0117 0.0129 0.0056
Si -0.0184 0.0042 -0.0105
Si -0.0046 -0.0072 0.0017
Si 0.019 0.0004 -0.0085
Si 0.0126 0.0227 0.0029
Si -0.0041 -0.0095 -0.0082
Si 0.0163 -0.0001 -0.0206
Si -0.0102 0.007 0.0451
Si 0.0235 0.0268 -0.0125
Si 0.0004 -0.0056 0.0242
Si -0.0117 0.0048 0.0182
Si 0.0221 -0.0154 -0.0063
Si -0.0053 -0.0046 0.0191
Si -0.0076 -0.023 -0.0112
Si -0.0155 0.0086 -0.0115
Si -0.0189 -0.0014 0.0205
Si 0.0086 -0.0215 -0.0117
Si 0.0079 -0.0049 0.0204
Si 0.0367 0.029 0.0125
Si -0.0338 -0.0114 -0.0057
Si 0.0098 0.0059 -0.0219
Si 0.0091 0.0069 -0.0269
Si -0.0115 -0.0403 0.006
Si 0.0012 -0.0115 -0.0469
Si 0.0088 -0.003 -0.0441
Si 0.0308 0.0006 -0.0495
Si 0.0103 -0.0001 -0.0446
Si -0.0065 -0.0013 -0.0303
Si 0.0004 0.0072 -0.0238
Si -0.0087 0.0284 -0.0104
Si 0.0156 -0.0324 -0.0359
Si 0.0186 0.0276 -0.0637
Si -0.015 -0.0017 0.0227
Si -0.0382 -0.0128 -0.0209
Si -0.0235 -0.0236 -0.0462
Si -0.0103 0.031 -0.0185
Si -0.0135 -0.0171 -0.0361
Si 0.0411 -0.0077 0.0486
Si -0.0544 -0.0235 0.0183
Si -0.0796 -0.0054 0.0669
Si 0.0301 0.0399 0.0123
Si -0.0514 0.0048 0.0468
Si -0.0034 0.0068 -0.0095
Si 0.0257 -0.0138 0.0477
Si -0.0008 -0.0054 0.022
Si -0.0109 -0.0042 0.0632
Si -0.0286 -0.0022 0.0311
Si -0.0167 0.0006 0.0598
Si -0.0637 -0.028 0.0326
Si -0.0397 0.0212 0.0642
Si 0.0303 -0.039 0.017
Si -0.0096 0.0376 0.0156
Si -0.2734 -0.1038 -0.6709
Si -0.2819 0.0638 -0.4062
Si 0.1159 -0.0617 -0.7344
Si 0.1054 0.0172 -0.0122
Si 0.5466 -0.0154 -0.0505
Si -0.1328 0.1175 -0.6672
Si -0.2009 -0.0854 -0.7421
Si -0.3204 -0.0058 -0.453
Si -0.1081 -0.0066 -0.7135
Si 0.1704 0.0081 -0.7373
Si 0.1977 -0.1336 -0.7992
Si -0.1346 0.0683 -0.75
Si 0.1879 0.0285 -0.7949
Si 0.0749 -0.0013 -0.0952
Si -0.2507 -0.0494 -0.8136
Si 0.5434 0.0357 -0.0942
Si -0.0283 0.0434 -0.2162
Si -0.1006 0.061 0.0678
Si 0.0777 -0.0753 0.1511
Si 0.0222 0.0223 0.0059
Si -0.0078 0.0768 -0.1017
Si 0.0266 0.1385 -0.5368
Si 0.0263 0.0588 -0.1475
Si -0.062 -0.0314 0.1092
Si -0.1099 -0.0232 0.1046
Si -0.0237 -0.0015 -0.1019
Si -0.2741 -0.0053 -0.6001
Si -0.092 0.0406 -0.1171
Si -0.0097 -0.1075 -0.0347
Si 0.0484 -0.0472 0.0409
Si -0.0482 -0.0215 0.0655
Si -0.0418 0.0109 0.0267
Si -0.1099 -0.1379 -0.061
Si 0.2804 0.0973 -0.5601
Si -0.1115 0.0914 -0.1637
Si 0.0159 -0.0051 0.0353
Si 0.0752 -0.0546 -0.0903
Si -0.0737 0.0591 0.0853
Si -0.05 0.1062 -0.0584
Si 0.0247 0.0566 0.0891
Si 0.1003 -0.0679 -0.0293
Si 0.0334 -0.0377 -0.5044
Si -0.0161 -0.033 0.01
Si -0.069 -0.0421 0.1348
Si 0.0467 -0.1683 -0.0043
Si 0.0192 -0.0131 0.0961
Si -0.0333 -0.03 -0.1127
Si 0.0073 -0.0069 -0.0672
Si -0.038 0.0481 0.0062
Si 0.0201 -0.0188 0.1334
Si -0.0711 0.0063 0.1405
Si 0.105 -0.0047 0.1123
Si 0.014 0.1543 0.0672
Si 0.0465 0.0754 -0.004
Si 0.0425 0.0676 -0.0704
Si 0.0396 0.0072 -0.1375
Si -0.0978 0.1356 0.013
Si -0.0201 0.0922 -0.0251
Si 0.0696 -0.0217 0.0436
Si -0.0021 -0.0973 0.1339
Si 0.072 0.0477 0.1027
Si -0.0573 0.0026 -0.1666
Si 0.076 0.0042 0.0878
Si -0.0822 0.0555 0.0946
Si -0.0195 0.0049 -0.0051
Si 0.0068 -0.0023 -0.005
Si -0.008 -0.002 0.0125
Si 0.0022 -0.0029 0.0051
Si 0.0043 0.0041 0.0075
Si -0.0024 0.0117 0.0003
Si -0.0111 -0.0066 0.0087
Si 0.0015 -0.0028 0.0091
Si 0.0102 0.0051 -0.0035
Si -0.0118 -0.0143 -0.0104
Si -0.0034 -0.0017 0.0113
Si 0.0107 0.0121 0.0111
Si 0.0139 -0.0085 0.019
Si 0.0076 0.0123 0.01
Si 0.0085 -0.0034 0.0085
Si 0.0064 -0.0016 0.0082
Si 0.0086 -0.0059 0.0108
Si 0.0101 0.0052 0.0004
Si 0.0018 0.0005 0.0041
Si 0.0045 0.0008 0.011
Si -0.007 -0.0085 0.0059
Si -0.0068 -0.0123 -0.0034
Si 0.0011 0.0039 -0.0042
Si -0.0109 0.0082 0.0006
Si -0.0037 -0.0067 -0.0021
Si 0.0176 -0.0059 -0.0096
Si 0.0021 0.001 -0.0042
Si -0.0005 0.0024 0.0036
Si -0.0085 -0.0074 -0.002
Si -0.0161 0.0021 -0.0022
Si 0.0008 0.0033 -0.0008
Si 0.0001 0.0139 -0.0004
Si -0.002 -0.002 -0.0005
Si -0.006 0.0001 -0.0035
Si 0.0075 0.0043 0.0025
Si -0.0183 -0.0031 0.005
Si 0.0063 0.0052 0.007
Si 0.0082 -0.0017 -0.0068
Si 0.0124 -0.0019 0.0037
Si 0.0011 0.0021 -0.0008
Si -0.0221 0.002 0.0029
Si 0.0099 -0.0033 0.0044
Si -0.0111 0.0032 0.0043
Si -0.0031 0 0.0008
Si 0.0018 0.0075 -0.0013
Si 0.0034 0.0017 0.0096
Si 0.0107 -0.0095 0.0017
Si -0.0011 -0.0046 0.0055
Si -0.0009 -0.0015 0.0001
Si -0.0037 0.0071 0.0013
Si 0.0008 -0.0043 0
Si -0.0052 -0.0051 0.002
Si 0.0055 -0.0042 0.0035
Si -0.008 -0.0031 -0.0003
Si 0.0022 0.0043 -0.0027
Si 0.006 0.0063 -0.0004
Si -0.0007 -0.0035 0.0032
Si 0.0033 0.0038 0.0028
Si -0.0064 0.0014 0.0002
Si -0.0021 0.0005 -0.0008
Si 0.0028 -0.0031 -0.0011
Si 0.0007 0 0.0064
Si -0.0041 -0.0012 -0.0028
Si 0.0088 0.0011 -0.0035
Si 0.0008 0.0024 -0.0013
Si 0.0003 0.002 0.0002
Si 0.0015 -0.0003 0
Si 0.0062 -0.0017 0.0032
Si -0.0081 0.0044 0.001
Si 0.0042 -0.0043 0.0012
Si 0.0092 0.0079 -0.0018
Si -0.0048 -0.0078 -0.0034
Si 0.0039 0.0088 -0.0016
Si -0.0041 -0.0103 0.0024
Si 0.0022 0.0114 -0.0004
Si -0.0007 -0.0096 -0.0017
Si -0.0148 0.0015 -0.0017
Si -0.0013 0.0038 -0.0018
Si 0.0082 -0.0001 0.0023
Si -0.0061 -0.0054 -0.0003
Si -0.0015 -0.0098 -0.0016
Si -0.009 0.0016 0.0039
Si -0.0086 0.0021 -0.0053
Si 0.0036 0.0067 0.0015
Si 0.0055 -0.003 0.0021
Si 0.0025 0.0107 0.0036
Si -0.0036 -0.0121 -0.0005
Si 0.0084 0.0073 0.0007
Si -0.005 -0.0107 -0.0016
Si 0.0084 -0.0016 0.0049
Si -0.009 0.0023 0.0008
Si -0.0017 0.0108 -0.0041
Si 0.004 -0.0005 -0.0037
Si -0.0012 0.0034 0.0012
Si 0.0072 -0.0015 -0.0049
Si -0.0006 -0.005 -0.0003
Si 0.0071 -0.0085 -0.001
Si 0.0098 0.0102 -0.0022
Si 0.006 0.0078 -0.001
Si 0.0012 -0.006 -0.0075
Si 0.002 0.0055 0.0017
Si -0.003 0.0018 -0.0074
Si -0.006 -0.0021 -0.002
Si -0.0055 -0.0033 0.0009
Si -0.0064 -0.0189 0.0013
Si -0.002 0.0102 0.0046
Si 0.0038 0.0016 -0.0065
Si 0.0023 0.0051 -0.014
Si -0.0052 0.0037 -0.0009
Si 0.0021 0.006 -0.0046
Si -0.0017 -0.0159 -0.0004
Si -0.0058 0.0059 -0.0016
Si -0.005 0.0029 -0.008
Si -0.0056 0.0039 -0.0055
Si 0 -0.0037 -0.0075
Si 0.0173 -0.002 -0.0025
Si -0.0025 0.0032 -0.0024
Si 0.0016 -0.0025 0.0022
Si -0.0044 -0.0004 -0.0042
Si -0.0069 0.0017 -0.0051
Si 0.0018 0.0071 -0.0002
Si -0.008 -0.0138 0.0028
Si -0.0034 0.0107 0.0032
Si 0.0184 -0.0029 0.0014
Si 0.0095 0.0001 -0.0013
Si 0.0102 -0.0056 -0.0008
Si 0.0039 0.0188 -0.0017
Si -0.0107 -0.0136 -0.0042
O 0.1857 -0.0895 -0.2761
O 0.0399 0.2178 0.1017
O -0.4328 0.2196 -0.2289
O -0.2282 -0.1528 0.1365
O 0.483 -0.2169 -0.1419
O 0.0816 0.5744 -0.1517
O 0.0799 0.2966 0.4633
O -0.0005 -0.1287 0.3911
O 0.1564 -0.2044 0.0881
O -0.0475 -0.1769 0.2657
O -0.1808 -0.2273 0.2503
O 0.1958 0.3927 0.4982
O -0.0926 0.1831 0.2686
O 0.0636 0.094 0.1157
O 0.0399 -0.0022 0.6586
O -0.0471 -0.3471 -0.3904
O 0.0798 0.055 0.3661
O 0.3541 -0.2387 -0.0604
O 0.0193 -0.3507 0.4402
O 0.3744 -0.162 0.1181
O 0.5284 -0.16 0.0512
O -0.3647 -0.1078 -0.2778
O 0.2122 0.327 0.5786
O -0.0919 0.3395 0.0911
O -0.4826 0.1038 -0.0063
O -0.0853 0.148 0.4273
O -0.5291 -0.0835 -0.3087
O -0.2292 0.0904 -0.094
O 0.4519 0.0896 -0.2257
O -0.3368 -0.2374 0.4424
O -0.301 0.0263 0.209
O 0.0074 0.2208 0.1614
O 0.0936 -0.0215 0.6136
O -0.3857 -0.3937 0.1921
O 0.4592 -0.1605 0.2019
O 0.0361 0.1764 0.3503
O 0.1591 -0.6312 0.3374
O 0.253 0.143 -0.2388
O -0.2581 0.1685 -0.0777
O 0.1858 -0.0123 -0.6346
O -0.0483 -0.2125 -0.4113
O -0.4004 0.2799 -0.1099
O 0.3068 0.3419 0.0062
O -0.0491 -0.1763 -0.1345
O 0.0895 -0.2202 0.1308
O -0.0924 -0.2374 -0.2749
O 0.2153 -0.0127 0.4448
O -0.0046 0.1011 -0.2684
O 0.1735 -0.2004 -0.3168
O -0.2347 0.064 0.2199
O 0.2363 -0.3885 0.0601
O 0.1645 -0.3538 -0.3757
O 0.0142 -0.0494 0.305
O 0.4305 0.0606 -0.413
O 0.533 0.2476 0.3406
O 0.4037 -0.1256 -0.1548
O -0.3008 -0.0065 0.3583
O -0.072 0.1392 0.5989
O -0.3232 0.1406 -0.5036
O 0.0985 0.4319 -0.3944
O 0.14 0.0448 -0.3719
O 0.5566 0.0696 -0.0735
O -0.095 0.3252 0.1144
O 0.1492 -0.35 0.4088
O 0.1464 0.4278 -0.1155
O -0.2861 0.5331 -0.2165
O -0.5235 -0.0965 -0.2226
O -0.3019 -0.1499 0.0503
O 0.4752 -0.0195 -0.29
O -0.4201 0.5859 -0.0393
O 0.4648 -0.0393 -0.365
O 0.0359 0.035 0.0664
O 0.0376 -0.0227 -0.6765
O -0.0481 0.0558 0.3714
O -0.1879 0.0122 -0.2354
O -0.0228 0.1492 -0.5353
O 0.2036 0.0953 -0.084
O -0.3975 0.0692 -0.3775
O 0.2385 -0.0602 -0.3055
O -0.0372 0.0421 0.4121
O 0.019 -0.1673 -0.2067
O 0.1673 -0.1449 -0.4297
O 0.2248 -0.0489 -0.4924
O 0.07 -0.1343 0.1117
O 0.0818 -0.0444 -0.3548
O -0.4478 -0.1378 0.1072
O 0.1555 -0.1446 -0.3079
O -0.1617 -0.0769 -0.3558
O 0 0.0978 0.0574
O -0.4388 0.2393 -0.1215
O -0.6569 -0.3688 -0.4262
O -0.0879 -0.5474 -0.2694
O 0.5028 -0.2154 -0.4577
O 0.1494 -0.0746 -0.2462
O 0.2038 0.2074 0.0576
O 0.1581 0.113 -0.3255
O -0.0687 0.1137 -0.6137
O -0.3202 -0.5763 0.177
O -0.269 -0.2763 0.2218
O -0.2062 -0.2902 0.0985
O 0.337 0.307 0.1516
O -0.061 0.2298 0.3768
O 0.2131 -0.0485 0.1282
O 0.3823 -0.1415 0.4025
O 0.0878 0.274 0.5938
O -0.0717 -0.508 0.2025
O -0.3067 -0.0476 -0.6243
O 0.2974 -0.034 -0.0177
O 0.0523 -0.2662 0.6384
O 0.2628 -0.4068 -0.2686
O -0.3774 0.0816 0.0318
O -0.3315 -0.0991 -0.3272
O 0.525 0.2369 0.105
O -0.2628 -0.0659 0.4577
O 0.0323 0.0265 -0.1999
O 0.3779 -0.0015 -0.6253
O -0.2861 0.52 0.2217
O -0.0885 0.616 -0.1204
O -0.053 0.1527 -0.2016
O -0.0426 -0.0657 -0.1756
O -0.2306 -0.4933 0.2717
O -0.2157 -0.1795 -0.4008
